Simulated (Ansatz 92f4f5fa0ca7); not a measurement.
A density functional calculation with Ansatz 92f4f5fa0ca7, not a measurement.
Periodic cell of 256 atoms, Si144O112, from a study of silicon, its oxide and their interface. The atomic structure is a simulated model.
Doubt: the cutoff is far below the 930 eV that the study's wrapper takes by default for these files, so forces and energies are approximate.
This geometry differs little from another in the collection (a relaxation step or a small displacement).

Settings: functional PBE; potential files Ansatz PAW; basis plane waves; wave-function cutoff 580 eV; density cutoff ratio 5; exchange-correlation grid ratio 1; k mesh 1 x 1 x 1, Gamma-centred; self-consistency stop 5e-08 eV per atom in the density residual; occupations fixed; spin none; net charge 0.

Cell vectors (angstrom)
a, 10.938, 0, 0
b, 0, 10.938, 0
c, -2.638, -4.898, 36.4936

Atoms and the computed forces on them: element, x, y, z (angstrom), force x, y, z (eV/angstrom)
Si, -1.5449, -5.9676, 28.7774, 0.007, -0.0049, -0.0028
Si, 1.4419, -3.4369, 28.8473, 0.0025, -0.0031, 0.0177
Si, -1.7685, -0.2182, 28.9524, 0.0166, -0.012, -0.0048
Si, 1.9044, -9.3061, 29.0882, 0.001, -0.0088, -0.0085
Si, -6.1975, -6.765, 28.9783, -0.0112, 0.0079, -0.0022
Si, -3.8115, -3.7086, 28.9541, -0.0084, 0.0052, 0.0043
Si, 3.9822, -0.8086, 29.319, -0.0063, -0.0077, 0.007
Si, -4.019, -8.9953, 29.3451, -0.007, 0.005, 0.0235
Si, 0.052, -4.846, 30.1639, 0.003, -0.0005, -0.0016
Si, 2.7298, -2.3044, 30.5042, 0.0049, 0.0009, -0.0067
Si, 0.0493, -10.2834, 30.2582, 0.0032, 0.0031, 0.0094
Si, 2.9608, -7.6345, 30.33, -0.0015, 0.0076, 0.0068
Si, -5.3118, -4.9626, 30.2898, -0.0035, 0.0013, 0.0089
Si, -2.6612, -2.064, 30.2333, -0.0021, -0.0038, 0.0081
Si, 5.5424, 0.4907, 30.5082, 0.0056, 0.003, 0.0052
Si, -2.546, -7.5274, 30.3559, -0.0023, -0.0073, -0.0012
Si, -1.281, -3.491, 31.6316, -0.0037, 0.0031, 0.0018
Si, 1.381, -0.7819, 31.7055, -0.0066, 0.003, 0.0024
Si, -1.2406, -8.9523, 31.7104, -0.0017, -0.006, 0.0047
Si, 1.4615, -6.2337, 31.6068, 0.0026, 0.0024, 0.0024
Si, 4.2342, -3.6169, 31.7153, 0.0033, -0.0024, 0.0059
Si, 6.9556, -0.8462, 31.7589, 0.0017, -0.001, 0.0087
Si, 4.1974, 1.9276, 31.7795, -0.0008, -0.0037, 0.014
Si, -3.9727, -6.2515, 31.7339, -0.0014, 0.0036, 0.0068
Si, -2.638, -4.898, 33.0753, 0.1852, 0.4368, -0.0529
Si, 0.0965, -2.1635, 33.0753, -0.3636, -0.0415, 0.0209
Si, -2.638, -10.367, 33.0753, 0.2195, 0.1294, -0.0629
Si, 0.0965, -7.6325, 33.0753, 0.3835, 0.3395, -0.1376
Si, 2.831, -4.898, 33.0753, -0.099, -0.3373, -0.1017
Si, 5.5655, -2.1635, 33.0753, -0.0461, -0.4601, 0.1601
Si, 2.831, 0.571, 33.0753, -0.4576, -0.1559, 0.145
Si, 5.5655, -7.6325, 33.0753, 0.2327, 0.0722, 0.2301
Si, 1.3673, -1.3673, 3.418, -0.1688, 0.0473, 0.0447
Si, 4.1018, 1.3673, 3.418, -0.0006, 0.0669, -0.0356
Si, 1.3673, 4.1018, 3.418, -0.1687, -0.0229, -0.2483
Si, 4.1018, -4.1018, 3.418, 0.2827, -0.0381, -0.1832
Si, 6.8362, -1.3673, 3.418, -0.102, -0.184, -0.2682
Si, -1.3673, 1.3673, 3.418, 0.1999, 0.0428, -0.1432
Si, 6.8362, 4.1018, 3.418, 0.0784, 0.2634, 0.2234
Si, -1.3673, -4.1018, 3.418, -0.1613, -0.134, 0.21
Si, 2.7179, 0.0185, 4.7746, 0.0015, -0.0011, -0.0093
Si, 5.4625, 2.7529, 4.7782, -0.0009, -0.0019, -0.0061
Si, 2.7552, 5.4469, 4.7343, 0.0011, -0.0001, -0.0079
Si, 5.489, -2.7506, 4.7926, 0.0099, 0.0077, 0.0036
Si, -2.7193, -0.0271, 4.7309, -0.005, -0.0088, -0.0047
Si, -0.0231, 2.7694, 4.7917, -0.0008, 0.003, -0.0074
Si, 8.2003, 5.4796, 4.8623, 0.0001, -0.0004, -0.0066
Si, -0.0167, -2.7382, 4.7906, 0.0046, -0.0008, -0.0044
Si, 1.3956, 1.4249, 6.1338, -0.0029, -0.0041, 0.0036
Si, 4.0996, 4.113, 6.1571, 0.0057, 0.0021, 0.0028
Si, 1.3894, -4.1314, 6.0689, -0.007, 0.0047, 0.0008
Si, 4.0659, -1.3752, 6.0982, -0.001, -0.0053, -0.0036
Si, -4.087, 1.3504, 6.0442, -0.0018, 0.001, -0.0002
Si, -1.3913, 4.0888, 6.2599, 0.0002, 0.0042, 0.0038
Si, 6.8538, -4.0671, 6.2794, -0.0065, -0.0005, -0.0005
Si, -1.4014, -1.3819, 6.1599, 0.003, 0.0038, -0.001
Si, -0.2315, 0.2599, 7.336, 0.0142, -0.0117, -0.011
Si, 2.566, 2.9605, 7.5376, 0.0149, -0.0182, 0.0049
Si, 0.3406, -5.7163, 7.4285, -0.0154, 0.0053, -0.0114
Si, 2.9045, -2.9497, 7.4106, -0.006, 0.0119, -0.0031
Si, 5.6535, -0.181, 7.3236, 0.0173, -0.0101, 0.021
Si, -2.5618, 2.3894, 7.4848, -0.0041, 0.0085, -0.0045
Si, 5.1453, 5.7523, 7.4795, 0.014, -0.0075, -0.0117
Si, -3.0044, -2.3803, 7.62, -0.005, 0.0015, 0.0038
Si, -1.2708, -6.2653, 34.4426, 0.1174, 0.1266, -0.0481
Si, 1.4637, -3.5308, 34.4426, 0.0193, 0.0144, -0.0675
Si, -1.2708, -11.7343, 34.4426, -0.0046, -0.0371, 0.0278
Si, 1.4637, -8.9998, 34.4426, 0.0535, 0.013, 0.0112
Si, 4.1982, -6.2653, 34.4426, -0.0998, -0.0599, 0.0187
Si, 6.9327, -3.5308, 34.4426, -0.0033, 0.0052, 0.0445
Si, 4.1982, -0.7963, 34.4426, -0.0945, -0.0773, -0.0528
Si, 6.9327, 1.9382, 34.4426, 0.0051, 0.0298, -0.0126
Si, 0.0965, -4.898, 35.8098, -0.0288, -0.0172, -0.022
Si, 2.831, -2.1635, 35.8098, 0.0085, -0.0016, -0.0152
Si, 0.0965, -10.367, 35.8098, -0.0188, 0.0127, -0.0246
Si, 2.831, -7.6325, 35.8098, 0.0587, -0.055, 0.0026
Si, 5.5655, -4.898, 35.8098, 0.0256, 0.0101, -0.0279
Si, -2.638, -2.1635, 35.8098, -0.0526, 0.0359, -0.0017
Si, 5.5655, 0.571, 35.8098, 0.0132, 0.0189, -0.0258
Si, -2.638, -7.6325, 35.8098, 0.008, -0.0213, -0.0261
Si, 1.3673, 1.3673, 0.6835, 0.0403, -0.0059, 0.0003
Si, 4.1018, 4.1018, 0.6835, 0.017, 0.02, 0.0309
Si, 1.3673, -4.1018, 0.6835, -0.0172, -0.0012, 0.0211
Si, 4.1018, -1.3673, 0.6835, 0.001, 0.042, 0.0118
Si, 6.8362, 1.3673, 0.6835, -0.0177, -0.0106, 0.0228
Si, -1.3673, 4.1018, 0.6835, 0.0017, -0.0139, 0.0192
Si, 6.8362, -4.1018, 0.6835, -0.0145, -0.0226, 0.0104
Si, 9.5708, -1.3673, 0.6835, -0.0192, 0.0022, 0.024
Si, 0, 0, 2.0507, 0.0122, 0.042, -0.023
Si, 2.7345, 2.7345, 2.0507, -0.0614, -0.0439, -0.0096
Si, 0, -5.469, 2.0507, 0.0097, -0.0131, 0.0143
Si, 2.7345, -2.7345, 2.0507, 0.0285, -0.003, 0.0323
Si, 5.469, 0, 2.0507, 0.0084, -0.0271, 0.0175
Si, 8.2035, 2.7345, 2.0507, 0.0332, 0.0105, 0.0361
Si, 5.469, 5.469, 2.0507, 0.0388, 0.0652, -0.0139
Si, 8.2035, -2.7345, 2.0507, -0.054, -0.0437, -0.0035
Si, -0.3928, 0.2904, 20.7416, -0.0025, 0.0041, -0.0047
Si, 3.9109, 1.095, 9.6514, 0.0047, 0.0016, -0.0059
Si, 1.6683, 4.0596, 17.5101, -0.001, 0.0003, 0.0054
Si, 2.8673, -2.7829, 23.6105, 0.0015, -0.0013, -0.0065
Si, 7.0839, 1.0053, 17.4917, -0.0037, -0.0004, 0.0048
Si, 0.4681, -1.9007, 19.2077, -0.0007, 0.0012, -0.0026
Si, 3.2595, -5.1342, 26.8083, 0.0039, 0.0029, 0.004
Si, 4.7957, -2.1286, 13.6692, -0.001, -0.0009, 0.0073
Si, 0.886, 4.9168, 12.72, 0, -0.0038, 0.0011
Si, 5.4622, 0.6286, 12.2953, -0.0042, 0.0049, 0.0002
Si, -1.0897, -6.0788, 25.6311, -0.0025, -0.0045, 0.0055
Si, -2.3965, 0.9757, 12.2399, 0.0003, 0.0021, 0.0015
Si, 0.7452, -0.148, 14.857, 0.0014, 0, 0.0095
Si, 1.5939, -1.0769, 9.5482, 0.0026, 0.0054, -0.0021
Si, 5.0628, -4.7224, 22.4805, 0.0016, 0.0027, -0.0068
Si, -3.4666, -6.5295, 23.6136, 0.0011, 0.0011, -0.0049
Si, 1.6994, -7.1165, 24.7283, 0.0032, 0.0027, -0.0002
Si, 5.8961, 5.4189, 10.4652, -0.0011, -0.0042, -0.0067
Si, -3.3038, -9.4889, 20.5412, 0.0009, -0.0043, -0.0055
Si, 1.1862, -2.703, 16.3726, 0.0024, -0.0011, 0.0092
Si, 5.3213, 4.9111, 15.2899, 0.0004, -0.0003, 0.008
Si, 7.334, 4.0748, 17.0879, -0.0006, -0.0023, 0.0035
Si, 0.4381, -2.3605, 21.9217, -0.0018, 0.0062, -0.0079
Si, -2.2529, 0.1122, 14.9932, 0.002, 0.0004, 0.009
Si, 8.1909, -3.3234, 10.6283, 0.0049, 0.0049, -0.0069
Si, -1.1295, -5.971, 18.3634, 0.001, 0.002, -0.0017
Si, 3.366, -7.3096, 22.1317, 0.0004, -0.0015, -0.0082
Si, -0.6571, -5.4304, 10.2168, -0.0002, 0.0031, -0.0079
Si, -3.4496, -4.6042, 18.9973, 0.001, 0.0006, -0.001
Si, 7.7115, -2.4736, 13.5146, -0.0021, 0.0005, -0.0014
Si, 2.0876, -8.9321, 19.8081, 0, -0.0046, -0.0035
Si, 4.2677, 2.1223, 14.6571, -0.0033, -0.0001, 0.0087
Si, -0.6191, -3.6174, 14.0023, 0.0026, -0.001, 0.0087
Si, 3.5922, -4.5623, 17.4169, 0.0004, 0.0005, 0.0025
Si, -5.1751, -9.1707, 23.0063, 0.0015, -0.0033, -0.009
Si, 3.9138, -4.8682, 12.7737, 0.0019, -0.0013, 0.0025
Si, 0.0906, -1.0267, 12.2294, 0.0029, -0.0013, 0.0014
Si, 5.1296, -2.598, 26.8744, -0.0056, -0.0093, -0.003
Si, 4.507, -0.418, 16.3318, 0.0003, 0.0016, 0.0089
Si, 5.1863, -3.0531, 19.7516, -0.0001, 0.0042, -0.0051
Si, 0.0823, -3.295, 24.6434, 0.0006, 0.0049, -0.0013
Si, 1.4874, 2.7793, 14.6334, -0.0005, -0.0003, 0.0084
Si, 2.1839, -9.7658, 26.2047, -0.0026, -0.0021, 0.0077
Si, -2.4951, -6.5665, 20.8312, 0.0013, 0.0015, -0.0059
Si, 8.0238, 3.3526, 10.3172, -0.007, -0.0023, -0.01
Si, 4.5068, -0.4301, 24.9178, 0.0055, -0.0009, 0.0027
Si, 3.394, -0.7414, 19.1634, 0.0019, 0.0008, 0.0015
Si, 0.1238, -1.2338, 26.7743, 0.0028, -0.0007, 0.0065
O, 5.5737, 5.062, 8.9076, 0.0009, -0.0025, 0.0128
O, -2.2402, -3.5719, 14.2087, -0.0002, -0.0012, 0.0011
O, 4.9946, 5.3596, 13.7706, -0.0021, 0.0004, -0.0014
O, -2.5916, -6.3129, 24.9895, 0.0007, -0.0004, 0.0037
O, -2.6772, -4.8071, 28.4909, -0.0001, 0.001, -0.0065
O, 0.4228, -0.3897, 8.6793, 0.0016, -0.0015, 0.0082
O, 2.0417, -2.5674, 22.2115, 0.0028, -0.0006, 0.0047
O, 3.7264, -3.2623, 13.1379, -0.0013, 0.0011, -0.0001
O, -2.9673, -10.0525, 28.5663, 0.0051, -0.0037, -0.0106
O, -2.6198, 0.6727, 16.4706, 0.0014, -0.0006, -0.005
O, 3.8866, 0.9366, 15.6985, 0.0024, 0.0005, -0.0032
O, 2.8905, 0.3276, 28.8641, -0.007, 0.0102, -0.0026
O, 0.8197, -2.2752, 27.8408, -0.0023, 0.0065, -0.0057
O, 1.4189, 4.0741, 7.952, -0.0012, 0.0018, 0.0085
O, -1.3572, 1.3318, 7.8875, -0.0016, 0.0053, 0.0098
O, 5.4072, 1.6176, 13.6065, 0.0007, -0.0018, -0.0022
O, 3.4476, -1.3083, 24.0218, -0.0027, -0.0018, 0.0009
O, -2.2202, 2.3415, 11.3824, 0.0022, -0.0035, 0.0052
O, 3.6711, 0.5022, 25.9861, 0.0004, -0.001, 0.0025
O, -0.633, -4.5295, 25.4037, 0, -0.0003, 0.0025
O, 6.7055, 2.583, 17.3063, 0.0006, -0.0001, 0.0001
O, -0.4846, -0.572, 19.3424, 0.0001, -0.0009, 0.0042
O, -2.3078, -6.6046, 22.4421, -0.0009, -0.0002, 0.0066
O, 2.966, -5.9869, 17.8934, -0.0011, -0.0002, 0.0002
O, 0.3164, -2.5056, 17.734, 0.0023, -0.0001, -0.0021
O, 7.0317, 0.432, 11.8877, 0.002, 0.0001, 0.0006
O, 5.9399, -0.0355, 16.9991, -0.0017, -0.0009, -0.0023
O, -0.2849, -2.3992, 12.9938, -0.0001, -0.004, 0.0011
O, 2.2098, -2.3718, 8.7862, -0.0004, -0.0004, -0.0002
O, -0.3886, -3.1759, 23.076, -0.0017, -0.0022, 0.0054
O, 0.031, -0.759, 21.9398, 0.0017, -0.0047, 0.0068
O, 5.0613, 0.552, 8.6552, -0.0056, -0.0042, -0.0145
O, 6.7399, -1.2814, 7.883, -0.0158, 0.0157, 0.0027
O, 4.0405, -4.0334, 7.9099, -0.0043, 0.0007, 0.0104
O, -3.5776, -10.1969, 19.0859, 0.0005, 0.002, 0.0027
O, -0.7937, -0.5702, 15.1575, -0.0032, 0.0012, -0.0036
O, -1.2064, -0.6186, 27.468, -0.0013, 0.001, 0.0036
O, -4.2601, -3.1922, 19.041, -0.0009, -0.0009, 0.0024
O, 5.4919, 0.5281, 24.0372, -0.0002, -0.0001, 0.0043
O, 3.2186, 2.4152, 8.9669, 0.0028, 0.0005, 0.0013
O, -0.1951, -5.0445, 13.4068, 0, 0.0037, -0.0004
O, 4.1559, -3.8493, 18.7666, 0.0002, -0.0005, 0.0013
O, 0.8999, 1.4078, 15.2902, -0.0005, 0.0012, -0.002
O, 2.0208, -8.6959, 24.9916, -0.0017, 0.0046, -0.0014
O, 4.7298, -4.8886, 16.2968, 0.0001, -0.0013, -0.0022
O, -0.407, -1.972, 25.4362, -0.0032, -0.0049, -0.0044
O, 0.7582, -9.5079, 20.5627, -0.001, -0.0008, 0.0022
O, 0.5358, 4.878, 11.1271, 0.0021, -0.0017, 0.0017
O, 0.1877, -3.505, 15.3943, -0.0045, -0.0002, -0.0073
O, 1.609, -1.2618, 15.6846, -0.0024, 0.0014, -0.0024
O, -4.4284, -3.18, 27.5124, 0.0049, -0.0009, 0.0025
O, 1.645, 3.7879, 15.9044, -0.0001, -0.0026, -0.0054
O, 2.7021, -7.7442, 20.719, 0.0024, 0.0032, 0.0075
O, -1.9229, -4.5144, 18.3754, -0.0003, 0.0005, 0.0009
O, -2.4602, -2.6569, 9.1607, -0.0007, -0.0005, 0.0018
O, 1.8495, -8.8075, 27.5089, 0.0022, -0.0007, 0.0032
O, -4.2335, -5.7869, 18.1631, 0.0004, -0.0011, 0.0018
O, 4.3975, -1.7095, 28.0186, -0.0019, 0.0023, 0.0044
O, 4.8142, -0.8408, 12.6492, 0.0007, -0.0005, 0.0011
O, 0.3911, -5.9167, 17.8601, 0.0006, -0.0012, 0.0005
O, 4.5667, -1.5907, 15.1985, 0.0019, -0.0017, -0.0051
O, -3.3467, -7.8699, 20.3414, -0.0011, 0.0009, 0.0039
O, -4.4301, -9.8175, 21.685, -0.0028, 0.0013, 0.0071
O, 5.3438, -3.6943, 21.2401, -0.0015, -0.0036, 0.0091
O, 0.9055, -1.5324, 10.9338, -0.0027, 0.0005, 0.0063
O, 8.0099, -2.3096, 11.8994, -0.0003, 0.0021, 0.0048
O, 2.1855, -4.5753, 27.907, 0.0004, -0.0024, -0.007
O, 2.5031, -3.5935, 16.6865, -0.0019, 0.0001, -0.0001
O, -3.3236, -5.1921, 20.5219, -0.0018, -0.0031, 0.0051
O, 6.8258, -4.19, 10.5197, -0.0013, -0.0024, 0.0018
O, 4.2582, -6.2115, 27.5124, 0.0016, -0.0001, 0.0035
O, 0.0754, -2.9388, 20.4261, -0.0003, -0.0051, 0.0067
O, 4.5238, -5.1891, 11.2856, -0.0021, 0.0017, 0.0015
O, -4.5517, -5.3022, 23.3071, -0.0003, -0.0007, 0.003
O, 2.4296, 5.4111, 12.9117, -0.0006, 0.0006, 0.0005
O, 2.8961, 2.4692, 13.8657, -0.0007, -0.0001, -0.0022
O, 2.0149, -1.5025, 19.5294, -0.0018, -0.0001, 0.0019
O, 2.77, -0.0243, 9.881, -0.0022, -0.0053, 0.0013
O, 6.7532, 4.1247, 11.0174, -0.0012, -0.0004, 0.0035
O, 0.6152, 3.4715, 13.4444, -0.0013, 0.0002, -0.0007
O, -0.0861, -4.8871, 8.7915, -0.0019, 0.0022, 0.012
O, -1.4316, -4.2225, 10.9797, 0.0008, -0.0018, 0.0017
O, 2.4976, -6, 25.6459, -0.0083, -0.0054, -0.002
O, 7.7392, -1.0664, 14.3602, -0.0014, -0.0009, -0.0014
O, 4.293, -6.0065, 21.8494, -0.0013, -0.0025, 0.0043
O, 3.573, -0.9028, 17.558, 0.0003, 0.0008, -0.0004
O, 4.0727, -3.8792, 23.481, -0.003, 0.0013, 0.0057
O, -4.2553, -7.9742, 23.6733, -0.0012, -0.0006, 0.0048
O, 4.6645, -1.4995, 19.888, -0.0011, -0.002, 0.0015
O, 1.1275, -0.0656, 26.2604, 0.0032, 0.0014, 0.005
O, -1.1315, -6.5456, 19.9158, -0.0015, -0.0018, 0.0047
O, 1.7365, -3.3409, 24.6856, -0.0002, -0.0007, 0.004
O, 1.6754, -8.2727, 18.362, 0.0016, 0.0012, 0.0018
O, 0.0762, -6.9642, 24.8992, 0.0007, 0.0016, 0.0032
O, -1.1123, -6.4507, 27.2423, 0.0004, 0.002, -0.0008
O, 5.4511, -1.5464, 25.6688, 0.0025, 0.0051, -0.0039
O, 2.1864, -6.8912, 23.1843, -0.0005, -0.0006, 0.0027
O, 4.6684, 3.4324, 15.5203, -0.001, -0.0013, -0.0029
O, 3.226, -10.1091, 19.5988, -0.0016, 0.0021, 0.0024
O, 4.6225, 1.3616, 11.0964, 0.0016, -0.0034, 0.005
O, 7.5643, 2.6602, 8.9054, 0.0001, 0.0014, 0.0079
O, 1.0751, -0.2037, 13.2512, -0.0017, 0.0003, -0.004
O, -1.7535, 4.3778, 9.8417, 0.0034, 0.0017, 0.0028
O, 4.2982, -8.5431, 22.6541, -0.0006, 0.0009, 0.0043
O, -1.9831, 4.0003, 17.3292, -0.0009, 0.0009, 0.0022
O, -2.2592, 1.2977, 13.8534, 0.0012, 0.0003, -0.0027
O, 4.1715, -3.8344, 26.3542, 0.0006, 0.0017, 0.0044
O, 6.916, 4.6695, 15.6116, -0.0009, 0.0018, -0.0028
O, 6.1854, -2.9796, 13.6576, -0.0014, 0.0015, -0.0001
O, -1.8309, -9.9657, 21.0745, -0.0009, -0.0006, 0.0024
O, -5.089, -7.9542, 28.5639, 0.0031, 0.0026, -0.0096
O, -1.207, -0.0912, 11.8427, -0.0015, 0.0017, 0.0019

Results
free energy: -155245.187 eV
free energy less fixed offsets of O -568.88, Si -635.61 eV per atom: -2.787 eV

The program warned: the cutoff lies below the one the program advises for these potential files; the exchange-correlation potential is rough where the density is thin.
